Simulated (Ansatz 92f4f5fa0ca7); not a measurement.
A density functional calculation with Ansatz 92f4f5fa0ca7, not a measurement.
Periodic cell of 208 atoms, Si128O80, from a study of silicon, its oxide and their interface. The atomic structure is a simulated model.

Settings: functional r2SCAN; potential files Ansatz PAW; basis plane waves; wave-function cutoff 800 eV; density cutoff ratio 5; exchange-correlation grid ratio 1; k mesh 1 x 1 x 1, shifted by 0.5 0.5 0 of a step; self-consistency stop 1e-10 eV per atom in the density residual; occupations fixed; spin none; net charge 0.

Cell vectors (angstrom)
a 10.88 0 0
b 0 10.88 0
c -4.5251 -1.506 29.9014

Atoms: element, x, y, z (angstrom)
Si 1.427 -1.6061 0.1386
Si 4.4223 1.128 0.1969
Si 1.0152 4.3633 -0.0118
Si 3.6817 -3.7927 -0.0949
Si -4.2581 -1.1003 0.1184
Si -1.5291 1.6001 0.0358
Si 7.1018 3.7825 0.0246
Si -1.1634 -4.2189 0.1484
Si 2.6943 -0.0006 1.336
Si 5.5378 2.7282 1.4366
Si 2.6929 -5.4436 1.2679
Si 5.381 -2.7501 1.2365
Si -2.6724 0.0329 1.3888
Si -0.0136 2.7652 1.3686
Si 8.1541 5.4135 1.3624
Si -0.0169 -2.745 1.5342
Si 1.3649 1.386 2.6843
Si 4.08 4.1091 2.6548
Si 1.3868 -4.1408 2.7793
Si 4.0627 -1.3924 2.6933
Si 6.8614 1.3572 2.8043
Si 9.5176 4.0913 2.7695
Si 6.7439 6.7951 2.6391
Si -1.3729 -1.3283 2.7731
Si 0.0112 0.0364 4.0815
Si 2.7294 2.7405 4.0393
Si 0.0062 5.4204 4.1324
Si 2.7381 -2.7383 4.0971
Si 5.4373 -0.0313 4.0741
Si 8.1914 2.7258 4.1456
Si 5.4197 5.456 4.047
Si 8.1093 -2.7258 4.0443
Si 1.4036 -1.3703 10.9262
Si 4.1001 1.346 10.9275
Si 1.3641 4.1017 10.8061
Si 4.0642 -4.0572 10.8605
Si 6.75 -1.3475 10.7973
Si -1.3887 1.3765 10.8536
Si 6.8128 4.035 10.9305
Si -1.3415 6.7776 10.8891
Si 2.7684 -0.0134 12.3243
Si 5.452 2.6802 12.3316
Si 2.6872 5.4599 12.1895
Si 5.4364 -2.6877 12.201
Si -2.8338 0.03 12.1505
Si 0.0263 2.7446 12.153
Si 8.194 5.404 12.261
Si 0.0341 -2.7535 12.2462
Si 1.3622 1.4136 13.5565
Si 4.0558 4.1242 13.5534
Si 1.3725 -4.1088 13.6567
Si 4.1508 -1.3732 13.7071
Si -4.0938 1.3018 13.7356
Si -1.2733 4.0672 13.5985
Si 6.8 -4.0778 13.5209
Si -1.4384 -1.3493 13.3842
Si -0.3077 0.2053 14.6552
Si 2.5024 3.0004 14.8792
Si 0.2672 -5.6926 15.0175
Si 3.0079 -3.0112 14.9383
Si 5.7884 -0.3833 15.1357
Si -2.3896 2.4551 14.8682
Si 5.2261 5.6869 14.8483
Si -2.8439 -2.5627 14.7937
Si -1.5754 5.0821 -4.2124
Si -1.2081 3.3398 20.4964
Si 6.8302 2.4668 19.3186
Si 2.5753 -4.649 19.8759
Si 1.8652 3.4076 19.5638
Si 2.16 2.2998 -4.7622
Si 4.1133 -2.0968 20.2032
Si 5.3028 0.1667 18.2816
Si 3.2865 1.1856 -2.4916
Si 1.1073 4.4258 -3.017
Si 3.6743 -2.8588 -5.6177
Si 2.8692 1.5395 17.4994
Si 4.8607 -0.3918 -4.4513
Si 7.8882 -2.8949 -2.0021
Si 1.4112 -1.1916 16.827
Si 1.3525 -1.5877 21.4287
Si 0.1685 -2.8092 19.1177
Si 6.2036 -2.8235 -7.1161
Si 4.3477 2.6736 21.36
Si 3.7197 3.7695 -6.7497
Si 3.8118 -4.7783 -3.1359
Si 0.0941 0.2479 -5.0461
Si 5.8727 1.9386 -6.2316
Si 6.547 5.3957 -2.594
Si -1.9761 2.4929 -6.0221
Si -1.5776 -4.3176 17.1404
Si 7.5761 -1.9479 -4.8074
Si -0.903 -4.4904 -6.783
Si 0.2988 0.123 -2.0603
Si -1.1765 -1.4138 -6.8945
Si 2.1546 -4.6568 -7.0967
Si 7.1313 4.3406 17.0072
Si 1.3597 -1.353 5.4156
Si 4.0768 1.3651 5.404
Si 1.3775 4.0581 5.4628
Si 4.0936 6.7938 5.4581
Si 6.7897 -1.381 5.4529
Si -1.3326 1.3606 5.485
Si 6.7849 4.1008 5.4212
Si 9.4954 -4.0656 5.4188
Si 2.7073 0.013 6.7721
Si 5.4338 2.7282 6.7715
Si 2.7348 5.4302 6.8157
Si 5.4477 -2.7361 6.8285
Si -2.7126 -0.0178 6.8087
Si 0.026 2.7079 6.8408
Si 8.143 -5.4252 6.7846
Si -0.0135 -2.7033 6.772
Si 1.3769 1.3392 8.1957
Si 4.1015 4.0684 8.1756
Si 1.3508 6.8177 8.1296
Si 4.0588 -1.3474 8.1265
Si 6.7913 1.3684 8.1307
Si -1.3735 4.0913 8.1335
Si 6.8063 -4.0988 8.1928
Si -1.3456 -1.3688 8.1783
Si 0.0111 -0.0177 9.5629
Si 2.7514 2.7035 9.5373
Si -0.0108 5.4536 9.4748
Si 2.7139 -2.704 9.4951
Si 5.4047 0.0212 9.4749
Si 8.1481 2.7301 9.4915
Si 5.4505 5.4183 9.5666
Si 8.1729 -2.7306 9.5336
O -0.7874 1.061 -1.3125
O -0.0374 -5.302 -0.3062
O 2.3497 -2.396 16.3011
O -1.9403 -5.3702 -7.6338
O -2.6656 2.6756 -0.4536
O 3.9286 1.8429 -1.1751
O 5.5092 0.0127 -0.2969
O 4.1285 -4.1123 15.4205
O -2.1256 -3.2286 16.0861
O -0.3393 -5.0866 16.4131
O 5.0853 1.0005 -5.2028
O -1.2807 -4.5642 -5.2149
O 3.9867 -4.359 -1.5798
O 6.4642 4.3754 -1.344
O 3.8412 -3.5347 -4.1609
O 0.5165 -1.1989 -1.157
O 2.2984 0.1063 17.0824
O -1.1332 -3.5526 18.5004
O 7.9514 3.2106 16.197
O 5.7151 2.6575 20.4789
O 0.1676 -0.9296 -6.146
O 7.3976 1.9944 -5.7394
O 2.5668 -2.6397 -0.391
O 6.9582 -1.4892 15.3686
O 3.8592 -3.6495 19.718
O -0.8552 2.177 21.5542
O 4.1233 1.2658 18.4725
O -0.3653 5.0929 -3.1283
O 5.3427 -0.0859 16.6759
O 5.6804 1.3255 -7.7251
O -1.3226 1.2988 15.3522
O 1.0418 3.2977 -4.1759
O 7.3505 -1.5753 -1.256
O 2.2733 -4.9812 21.445
O 2.6868 2.6706 -6.2145
O 2.2718 -3.2323 -6.3337
O 5.969 5 16.1135
O 5.2085 3.4225 -6.2263
O -1.8162 4.6468 21.2731
O -2.4597 2.7489 19.621
O -1.6256 3.7591 -5.1118
O 1.7538 0.8157 -2.1319
O -1.7374 -3.5186 -1.2047
O 4.9391 -1.1915 19.1211
O -1.9044 2.8662 -7.5945
O -1.0384 -2.9655 -7.2717
O 0.2868 -0.8181 15.7551
O -0.2837 -0.2178 -3.5315
O 4.7413 -3.3641 -6.7408
O -2.5452 -2.5181 -3.5045
O 2.6563 4.7836 19.1669
O 3.2867 2.3272 16.1458
O 7.877 5.1622 -3.4692
O 6.1768 -1.2131 -7.3479
O 3.8666 -1.2849 -5.3642
O 6.417 3.5851 18.2241
O 6.6784 -3.9686 -2.0196
O 0.6296 -1.6324 18.1366
O 3.124 5.1978 -6.264
O -2.7268 -5.39 17.5095
O 3.3171 2.3207 -3.6347
O 5.163 5.2326 -3.4284
O 4.138 -0.0926 -3.0261
O 1.5884 0.8177 -4.9336
O 7.083 -3.1441 -5.7928
O 0.0502 -2.0821 20.5719
O 1.3938 4.0734 15.4486
O 6.293 -1.1222 -4.2605
O 1.3052 -3.9309 19.2169
O 6.6565 0.9248 18.7788
O -2.3142 -1.0968 -5.7611
O 2.6395 -1.4482 20.439
O 1.3472 3.817 -1.5224
O 2.8601 2.7088 20.667
O 0.5955 -5.0615 -7.0443
O -0.9173 1.3582 -5.6261
O 0.2693 3.6994 19.8727
O 1.7866 2.4165 18.2922
O 4.8957 -2.1207 21.6265
O 2.3736 5.3893 -3.3173

Results
free energy: -127503.359 eV
free energy less fixed offsets of O -570.45, Si -639.56 eV per atom: -3.679 eV

Forces (eV/angstrom), in the order of the atoms: element, x, y, z
Si 0.0753 -0.0023 0.1301
Si 0.0119 -0.0585 0.1989
Si 0.0187 0.03 0.182
Si 0.0086 0.0197 0.2136
Si -0.0426 0.003 0.1837
Si -0.0125 0.0151 0.1842
Si 0.0429 0.0057 0.1834
Si -0.011 -0.0685 0.1594
Si 0.0204 -0.0035 -0.0075
Si -0.0183 -0.0386 -0.0012
Si -0.0064 -0.0014 -0.024
Si 0.012 -0.0002 -0.0229
Si -0.0178 -0.0039 0.0201
Si -0.0059 0.001 -0.0281
Si -0.0051 0.0076 -0.0301
Si 0.0158 0.0006 0.0364
Si -0.0179 0.0109 0.0309
Si 0.0014 -0.0129 0.0262
Si -0.0105 0.0057 0.0614
Si 0.011 -0.0034 0.0442
Si -0.0161 -0.0067 0.0675
Si 0.0126 -0.0082 0.0671
Si 0.0186 0.0127 0.0338
Si -0.0001 -0.0181 0.0161
Si 0.0001 -0.0218 -0.0254
Si 0.003 -0.0007 -0.0145
Si -0.0035 0.0089 0.0024
Si -0.0206 -0.0058 -0.021
Si 0.0018 0.0261 -0.0165
Si -0.0083 0.0211 -0.0018
Si 0.015 -0.0084 -0.0106
Si 0.0195 -0.0024 -0.0064
Si -0.0233 0.0067 0.0036
Si -0.0028 0.0017 0.0204
Si 0.0168 -0.0197 0.0148
Si 0.0073 -0.0092 0.0146
Si 0.0075 0.0087 0.0165
Si 0.0099 -0.0137 0.0185
Si -0.0073 0.0075 0.0104
Si 0.0019 0.0102 0.0206
Si -0.0105 -0.0113 -0.0303
Si 0.01 0.024 -0.0241
Si 0.0165 0.0011 -0.069
Si -0.0014 -0.011 -0.0649
Si 0.0242 -0.0036 -0.0563
Si -0.0263 0.0052 -0.0431
Si -0.006 0.0011 -0.0266
Si -0.0183 0.0255 -0.0229
Si -0.0116 0.0031 0.0028
Si -0.0037 0.0108 0.0052
Si 0.0095 0.0185 -0.0152
Si -0.0248 -0.0066 0
Si 0.0154 0.0187 -0.0057
Si -0.0186 -0.0281 -0.0168
Si -0.0167 0.0014 -0.0067
Si 0.0201 0.017 -0.036
Si -0.0119 0.067 -0.1383
Si -0.0323 0.0008 -0.1588
Si 0.0106 -0.0179 -0.2166
Si 0.0113 0.0129 -0.1894
Si 0.0302 0.0312 -0.2185
Si -0.0329 -0.0066 -0.1957
Si 0.005 0.0131 -0.1848
Si -0.0517 0.0179 -0.1289
Si -0.0215 -0.0238 0.0909
Si -0.0069 0.0074 -0.0339
Si -0.0521 0.0049 -0.1421
Si -0.0376 0.0427 -0.0403
Si -0.0015 -0.0432 -0.0695
Si -0.0079 -0.0073 0.1175
Si -0.0063 0.023 -0.0354
Si -0.0097 0.019 -0.2272
Si -0.0035 -0.0101 0.1448
Si 0.0454 -0.0369 0.1913
Si 0.035 0.0326 0.1149
Si 0.0292 -0.0126 -0.1586
Si -0.0134 0.0001 0.0816
Si -0.0456 -0.0073 0.1958
Si 0.0037 -0.0301 -0.169
Si 0.0085 -0.0168 -0.037
Si -0.0011 0.0037 -0.1235
Si -0.0052 -0.0073 -0.0054
Si 0.0078 -0.0159 -0.0214
Si -0.0218 -0.0061 -0.0079
Si 0.0043 0.0155 0.2104
Si 0.0278 0.0186 0.1224
Si -0.0069 -0.0288 0.0529
Si 0.0061 -0.0032 0.2121
Si 0.0124 0.0396 0.049
Si 0.0124 -0.0324 -0.2049
Si -0.0228 -0.0247 0.1073
Si -0.0087 -0.0271 0.0824
Si -0.0322 -0.0151 0.1877
Si -0.0012 0.017 0.0464
Si 0.0136 0.008 0.0153
Si 0.0332 -0.0172 -0.1987
Si -0.0054 0.0126 0.0121
Si -0.011 0.0022 0.0093
Si 0.0033 -0.0055 0.0162
Si 0.0058 -0.0017 0.0206
Si 0.0059 -0.0092 0.0038
Si 0.0023 -0.0037 0.005
Si -0.0056 0.0059 0.0196
Si -0.0061 0.0111 0.0138
Si 0.014 -0.0305 0.0096
Si 0.0293 -0.0087 0.0104
Si -0.0111 0.0063 0.0125
Si -0.0193 0.0088 0.0124
Si -0.0011 0.0226 0.0121
Si -0.0149 -0.0024 0.0126
Si 0.008 -0.0173 0.0074
Si 0.0064 -0.0074 0.0121
Si -0.0137 0.0239 -0.0164
Si -0.019 -0.0006 -0.0086
Si 0.0043 -0.0079 -0.0129
Si 0.0156 0.0066 -0.0145
Si -0.0047 -0.0138 -0.017
Si 0.0132 -0.0042 -0.0095
Si 0.0001 0.0176 -0.0144
Si -0.0058 0.0038 -0.0151
Si 0.0069 0.0056 -0.0075
Si -0.0017 -0.0013 -0.0156
Si -0.0076 -0.0044 -0.0074
Si -0.0034 0.0058 -0.0091
Si 0.0036 -0.017 -0.0116
Si 0.0006 -0.0081 -0.0055
Si 0.0189 0.0017 -0.0128
Si -0.0056 0.0065 -0.0145
O 0.0279 -0.0174 -0.1268
O 0.0151 0.0011 -0.0881
O -0.0216 0.0277 0.1312
O -0.0075 0.0269 -0.0085
O 0.0002 -0.0091 -0.0698
O -0.04 0.0241 -0.1241
O -0.0125 0.0038 -0.0695
O -0.013 0.0076 0.0821
O 0.0459 -0.0265 0.1226
O -0.0133 0.032 0.1458
O -0.0083 0.0307 -0.0433
O 0.0048 0.0633 -0.0415
O 0.0021 -0.0331 -0.1718
O -0.0248 0.0272 -0.1317
O -0.0148 0.0517 -0.0606
O -0.0557 0.0286 -0.1046
O 0.0024 0.0199 0.0456
O 0.0062 0.0348 0.1269
O -0.0321 0.0459 0.1303
O -0.0088 0.0138 0.0329
O 0.012 -0.0349 -0.0286
O -0.0068 -0.018 -0.0131
O -0.0042 0.02 -0.063
O 0.0188 -0.0213 0.0671
O 0.0277 -0.0029 -0.0003
O -0.0042 -0.011 -0.0243
O 0.0179 0.0184 0.0924
O -0.0288 0.0376 -0.0436
O -0.0261 0.0103 0.212
O -0.0054 0.0038 -0.0147
O 0.0292 -0.0049 0.0585
O -0.0259 -0.0168 -0.0683
O 0.0422 -0.0096 -0.1116
O 0.0044 -0.0183 0.0238
O 0.0118 0.0064 -0.0521
O -0.0224 -0.009 -0.03
O 0.0332 -0.0417 0.1239
O 0.0182 0.0145 -0.0084
O 0.001 0.0226 -0.008
O 0.0453 -0.0041 0.0396
O 0.0146 -0.039 -0.0358
O 0.0302 0.0218 -0.0771
O 0.001 0.0389 -0.1225
O -0.0084 -0.0614 0.0742
O -0.0056 0.007 -0.0421
O -0.0057 -0.0094 -0.0418
O 0.0199 -0.0722 0.1076
O -0.02 -0.0161 -0.1302
O 0.0121 -0.0255 -0.0504
O 0.0357 0.0227 -0.1156
O 0.0219 0.0125 0.0008
O 0.0253 -0.0244 0.1287
O 0.0481 -0.0222 -0.0815
O 0.0103 0.006 0.0193
O -0.0222 -0.0023 -0.0414
O -0.0335 -0.0316 0.125
O -0.0153 -0.0105 -0.0717
O -0.0256 -0.0006 0.1041
O 0.0062 0.0023 0.0171
O -0.001 0.016 0.0941
O 0.0102 0.0245 -0.0654
O -0.0117 -0.021 -0.0856
O 0.0349 -0.0206 -0.0593
O 0.0089 -0.0154 -0.0516
O 0.0055 -0.0095 -0.0242
O -0.0262 0.0126 0.039
O -0.0024 0.0054 0.0807
O 0.0078 0 -0.0201
O 0.0203 -0.0391 0.0273
O 0.0398 0.0052 0.0713
O 0.0122 0.0091 -0.0332
O -0.0095 0.0001 -0.0013
O -0.0224 -0.009 -0.1749
O -0.0064 -0.0007 0.0139
O -0.0095 -0.0247 -0.0188
O -0.0363 0.0079 -0.0243
O -0.0178 0.0063 0.0164
O -0.0275 0.0423 0.0878
O -0.0025 0.0012 0.0055
O -0.0177 -0.0067 -0.0945

The program warned: the cutoff lies below the one the program advises for these potential files; the forces do not sum to zero within the program's tolerance; empty levels may hold ghost states of the PAW files; the exchange-correlation potential is rough where the density is thin.
